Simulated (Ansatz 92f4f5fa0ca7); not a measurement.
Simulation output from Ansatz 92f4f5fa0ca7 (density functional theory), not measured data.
Periodic cell of 259 atoms, Si165O94, from a study of silicon, its oxide and their interface. The atomic structure is a simulated model.
Doubt: the cutoff is far below the 930 eV that the study's wrapper takes by default for these files, so forces and energies are approximate.

Settings
functional: PBE
potential files: Ansatz PAW
basis: plane waves
wave-function cutoff: 580 eV
density cutoff ratio: 5
exchange-correlation grid ratio: 1
k mesh: 1 x 1 x 1, Gamma-centred
self-consistency stop: 5e-08 eV per atom in the density residual
occupations: fixed
spin: none
net charge: 0

Cell vectors (angstrom)
a, 10.938, 0, 0
b, 0, 10.938, 0
c, 0, 0, 38.1819

Atoms: element, x, y, z (angstrom)
Si, 0, 0, 0.683
Si, 5.469, 0, 0.683
Si, 2.7345, 2.7345, 0.683
Si, 8.2035, 2.7345, 0.683
Si, 0, 5.469, 0.683
Si, 5.469, 5.469, 0.683
Si, 2.7345, 8.2035, 0.683
Si, 8.2035, 8.2035, 0.683
Si, 1.3673, 1.3673, 2.0503
Si, 6.8362, 1.3673, 2.0503
Si, 4.1018, 4.1018, 2.0503
Si, 9.5708, 4.1018, 2.0503
Si, 1.3673, 6.8362, 2.0503
Si, 6.8362, 6.8362, 2.0503
Si, 4.1018, 9.5708, 2.0503
Si, 9.5708, 9.5708, 2.0503
Si, 2.7345, 0, 36.1304
Si, 8.2035, 0, 36.1304
Si, 0, 2.7345, 36.1304
Si, 5.469, 2.7345, 36.1304
Si, 2.7345, 5.469, 36.1304
Si, 8.2035, 5.469, 36.1304
Si, 0, 8.2035, 36.1304
Si, 5.469, 8.2035, 36.1304
Si, 4.1018, 1.3673, 37.4977
Si, 9.5708, 1.3673, 37.4977
Si, 1.3673, 4.1018, 37.4977
Si, 6.8362, 4.1018, 37.4977
Si, 4.1018, 6.8362, 37.4977
Si, 9.5708, 6.8362, 37.4977
Si, 1.3673, 9.5708, 37.4977
Si, 6.8362, 9.5708, 37.4977
Si, -0.5477, 0.344, 28.1534
Si, 5.1739, 0.3005, 28.0349
Si, 2.937, 2.5198, 27.9903
Si, 8.7286, 2.0397, 27.8737
Si, -0.3881, 6.0024, 27.0094
Si, 5.7676, 5.9834, 27.7444
Si, 3.396, 8.1454, 27.8056
Si, 8.382, 8.1845, 27.9246
Si, 1.3038, 1.3365, 29.2291
Si, 6.9042, 1.3672, 29.2217
Si, 4.1029, 3.9889, 29.3653
Si, 9.4586, 3.8895, 29.1245
Si, 1.6815, 7.0847, 29.0784
Si, 7.0214, 6.9548, 29.3924
Si, 4.2047, 9.625, 29.39
Si, 9.4985, 9.6088, 29.4637
Si, 2.6964, -0.0124, 30.6612
Si, 8.123, 0.0094, 30.7606
Si, 0.0665, 2.8033, 30.5998
Si, 5.544, 2.704, 30.6861
Si, 2.7854, 5.5397, 30.5614
Si, 8.2686, 5.3853, 30.5883
Si, 0.1015, 8.2071, 30.5641
Si, 5.5678, 8.254, 30.7204
Si, 4.126, 1.3427, 32.0289
Si, 9.6031, 1.4196, 31.9958
Si, 1.4204, 4.1663, 31.9785
Si, 6.8814, 4.1114, 32.0493
Si, 4.138, 6.8484, 32.0111
Si, 9.6585, 6.7935, 31.9426
Si, 1.3688, 9.553, 32.0495
Si, 6.8455, 9.5847, 32.1666
Si, -0.0026, 0.0164, 33.3882
Si, 5.4547, 0.009, 33.4583
Si, 2.7571, 2.7557, 33.363
Si, 8.2403, 2.7437, 33.4115
Si, 0.0361, 5.4749, 33.3836
Si, 5.4856, 5.478, 33.3924
Si, 2.76, 8.1965, 33.4013
Si, 8.2777, 8.1588, 33.3758
Si, 1.3804, 1.3838, 34.748
Si, 6.8501, 1.3834, 34.774
Si, 4.1131, 4.1101, 34.7582
Si, 9.5959, 4.1203, 34.766
Si, 1.3798, 6.8427, 34.7646
Si, 6.859, 6.8429, 34.7584
Si, 4.0947, 9.5662, 34.7883
Si, 9.5817, 9.5719, 34.7618
Si, 2.728, -0.0094, 3.4022
Si, 8.1849, 0.0042, 3.4182
Si, -0.0205, 2.7316, 3.4248
Si, 5.4651, 2.7195, 3.4155
Si, 2.7164, 5.4589, 3.416
Si, 8.1952, 5.4476, 3.4102
Si, -0.0106, 8.1893, 3.3994
Si, 5.4515, 8.199, 3.4185
Si, 4.0928, 1.3449, 4.7716
Si, 9.521, 1.3901, 4.8005
Si, 1.3377, 4.1062, 4.7916
Si, 6.8445, 4.0673, 4.787
Si, 4.071, 6.8324, 4.7822
Si, 9.5738, 6.8075, 4.7601
Si, 1.3332, 9.5799, 4.7481
Si, 6.7891, 9.5975, 4.7799
Si, -0.0382, 0.0059, 6.1142
Si, 5.4304, 0.0085, 6.202
Si, 2.6945, 2.6918, 6.1045
Si, 8.1724, 2.7247, 6.26
Si, -0.0378, 5.4484, 6.1901
Si, 5.4531, 5.4335, 6.1102
Si, 2.6686, 8.2108, 6.1264
Si, 8.1993, 8.215, 6.0469
Si, 1.302, 1.3766, 7.509
Si, 6.7795, 1.3411, 7.6593
Si, 4.0979, 4.0086, 7.4634
Si, 9.5588, 4.1101, 7.6512
Si, 1.3314, 6.8511, 7.5271
Si, 6.8617, 6.8405, 7.3921
Si, 3.9975, 9.5707, 7.5181
Si, 9.5304, 9.5554, 7.4608
Si, 2.61, 0.009, 8.8866
Si, 8.2535, -0.0506, 8.9184
Si, -0.0338, 2.6514, 9.0009
Si, 5.3793, 2.7326, 9.0222
Si, 2.7791, 5.4472, 8.7435
Si, 8.1345, 5.56, 8.8842
Si, -0.0971, 8.2078, 8.865
Si, 5.3921, 8.1048, 8.7015
Si, 3.7466, 1.4855, 10.2957
Si, 9.7311, 1.1098, 10.3214
Si, 1.3516, 3.4699, 10.7367
Si, 6.5968, 4.4156, 10.2306
Si, 4.3662, 6.5222, 10.0123
Si, 9.339, 7.0503, 10.2915
Si, 0.977, 9.8228, 10.2094
Si, 7.4121, 9.4913, 10.6036
O, 16.1571, 4.5367, 28.2392
O, 9.5052, 7.2312, 27.201
O, 2.6015, 2.4276, 11.1014
O, 8.4013, 8.2322, 11.0178
O, 11.9553, 6.3501, 27.7429
O, -0.9403, 4.6813, 27.7564
O, 5.4268, 5.4848, 10.7722
O, -0.0865, -0.0035, 10.8841
O, 7.4922, 3.9904, 11.5644
O, 4.5017, 0.4858, 11.3845
O, 10.008, 6.1706, 11.5172
O, 3.6007, 7.3843, 11.169
O, 0.6066, 4.0341, 12.1018
O, 6.9362, 10.2369, 11.9753
O, 9.0375, 1.8019, 11.668
O, 1.5467, 9.0176, 11.5202
O, -0.1074, 5.7283, 25.4248
O, 3.0142, 8.8243, 26.3429
O, 8.5338, 2.5129, 26.2191
O, -0.1625, 10.2172, 26.9162
O, 6.6842, 5.7431, 26.3901
O, 2.6044, 3.2841, 26.5435
O, 7.4876, 8.8092, 26.6867
O, 5.5332, 10.5622, 26.5861
Si, 4.3281, 0.3332, 15.1218
Si, 3.2743, 3.7631, 25.1407
Si, -1.6324, 4.0593, 17.6853
Si, 13.3745, 7.5806, 17.4767
Si, 5.772, 0.3573, 12.4039
Si, 3.7502, 9.4176, 19.4415
Si, -5.7461, 11.5251, 17.9111
Si, 0.6652, 11.5392, 20.8955
Si, 4.3039, 2.1496, 22.727
Si, -0.0455, 8.3721, 16.2423
Si, 9.1668, 8.885, 23.1986
Si, 8.7164, 0.8806, 22.2076
Si, 6.0085, 5.4264, 24.9452
Si, 1.1561, 5.5874, 21.3477
Si, -0.6606, 9.8066, 18.7956
Si, 6.7648, 9.9428, 25.7573
Si, 3.3081, 4.6604, 18.1465
Si, 7.7019, 3.7502, 15.2742
Si, 0.1737, 5.5617, 12.5571
Si, 0.7699, 3.2628, 19.3812
Si, 7.8482, 2.64, 12.4162
Si, 2.4069, 7.7983, 12.1663
Si, 8.7317, 1.4405, 25.0021
Si, -2.9467, 5.4891, 20.2025
Si, -0.6906, 7.5255, 20.6691
Si, -4.5879, 8.0357, 23.4678
Si, 1.0959, 5.9511, 24.3497
Si, 6.2709, 8.1145, 20.402
Si, 15.7403, 2.9944, 16.2156
Si, -1.3244, 5.8935, 15.3747
Si, -4.4429, 4.1016, 22.4387
Si, 3.969, 4.4726, 21.0157
Si, 2.3824, 8.8849, 24.8469
Si, -8.4401, -1.9833, 14.9025
Si, 7.6502, -0.1021, 19.727
Si, 3.1148, -0.5997, 22.32
Si, -0.1568, -0.6139, 25.3029
O, 3.0895, 8.3494, 13.5289
O, 7.3737, -1.6235, 20.2612
O, 8.3948, 3.1688, 16.6482
O, 2.2566, 4.8361, 24.4936
O, -1.3177, -3.4219, 15.66
O, 5.0947, 2.1843, 17.612
O, 2.5653, 8.7789, 18.5543
O, 3.3265, 9.4619, 20.9885
O, 6.0989, 3.5694, 15.424
O, 5.2223, 4.9997, 21.9089
O, 4.0507, 1.9504, 15.1949
O, 5.8836, 2.6007, 22.7041
O, 3.0617, 6.2474, 18.0859
O, 6.451, 1.8224, 12.445
O, 7.6546, 0.9842, 20.9636
O, 3.5722, 2.9581, 21.503
O, -1.0004, 9.0952, 24.618
O, -0.6616, 0.8815, 24.893
O, 1.2175, 1.8458, 20.0136
O, 7.0079, 4.6725, 23.8865
O, -1.8536, -0.0602, 18.9838
O, 9.8536, 8.3172, 19.3138
O, 3.5364, 13.4381, 24.1335
O, 3.3155, 9.3018, 23.5726
O, 6.8383, 6.6349, 20.0194
O, 5.1101, -0.1748, 16.4672
O, -6.9012, 0.0059, 18.9055
O, -0.39, 5.5272, 14.0902
O, -0.7483, 8.4486, 22.0137
O, -0.3974, 9.6639, 17.1854
O, 8.2744, 2.9726, 13.9566
O, -3.3292, 4.275, 21.2562
O, 5.0665, 8.4518, 19.3609
O, 1.9457, 3.8195, 18.4103
O, 10.1251, 5.1167, 16.7297
O, -4.7918, 9.3673, 24.3712
O, -6.2303, 4.5148, 25.2891
O, 4.2589, 0.5529, 22.4857
O, 1.3659, -0.7896, 24.8345
O, 6.609, 0.3375, 18.6022
O, 1.6694, 0.1524, 22.1067
O, 4.3176, 4.4366, 19.4228
O, 0.8576, -2.054, 14.9725
O, 10.2218, 12.0027, 21.6242
O, 8.5189, 10.3148, 22.7951
O, 3.1755, 8.0674, 16.0993
O, -3.1165, 11.1096, 25.4397
O, 11.763, 6.9546, 20.5238
O, 12.6403, 7.4466, 24.5237
O, 8.3348, 4.8384, 18.7504
O, 2.7731, 5.5074, 21.3546
O, 5.5786, 6.8256, 24.2277
O, 2.8834, -0.4031, 15.0185
O, 1.4833, 6.5185, 12.5207
O, -5.1781, 8.1599, 21.957
O, 9.2676, 6.2486, 20.8514
O, -2.5132, 1.9306, 23.4495
O, 3.8971, 4.2523, 16.6813
O, 11.4414, 4.293, 20.6192
O, -2.8575, 5.3506, 15.107
O, 0.5218, 5.7287, 22.8434
O, -0.5918, 3.115, 18.4957
O, 0.521, -0.62, 19.8076
O, 5.2584, -0.0875, 13.8715
O, 0.8619, 7.3459, 17.1384
O, 7.9795, 7.7751, 23.3607
O, 6.0119, 8.9617, 9.9751
O, 1.9499, -6.1181, 10.0406
O, 4.4926, 6.9761, 27.4101
O, 14.9622, 1.3657, 27.5276

Results
free energy: -158352.734 eV
free energy less fixed offsets of O -568.88, Si -635.61 eV per atom: -2.364 eV

Forces (eV/angstrom), in the order of the atoms: element, x, y, z
Si, 0.0081, -0.0037, 0.0052
Si, 0.0145, 0.0048, -0.0002
Si, 0.0019, 0.0325, -0.0044
Si, -0.0121, 0.0186, -0.0163
Si, 0.0122, 0.0255, -0.007
Si, -0.0073, 0.0401, 0.0029
Si, 0.0451, 0.0194, -0.028
Si, 0.009, 0.0368, -0.0048
Si, -0.0823, 0.0474, 0.0323
Si, -0.0326, -0.0155, -0.1221
Si, -0.0048, -0.0236, 0.0416
Si, 0.0015, -0.0537, -0.1077
Si, 0.03, -0.0236, -0.138
Si, -0.0598, -0.0143, 0.0531
Si, -0.0508, -0.0796, -0.1283
Si, -0.1271, 0.0239, 0.0231
Si, -0.1132, 0.0798, 0.0398
Si, 0, -0.0893, -0.0085
Si, 0.1153, 0.019, -0.0185
Si, 0.0244, 0.0986, 0.0456
Si, 0.0505, -0.0214, 0.0028
Si, 0.0468, 0.0083, 0.029
Si, 0.0804, 0.0575, 0.0259
Si, 0.1312, -0.0355, 0.0188
Si, -0.0068, -0.0388, -0.0023
Si, 0.0087, -0.0331, -0.0097
Si, 0.0069, -0.021, 0.0104
Si, -0.0039, -0.0188, 0.0128
Si, 0.0132, -0.0452, 0.0021
Si, -0.0213, -0.0113, 0.0048
Si, -0.0289, -0.0016, 0.018
Si, -0.0321, -0.0078, 0.0118
Si, 0.4699, -0.5422, 0.2763
Si, 0.0415, 0.063, -0.0724
Si, -0.0331, -0.0554, -0.5749
Si, -0.3346, 0.5036, -0.4955
Si, -0.0956, 0.0762, -0.062
Si, -0.0557, 0.2935, -0.0043
Si, -0.0888, 0.1044, -0.2053
Si, 0.195, 0.1527, 0.0195
Si, 0.0537, 0.1282, -0.0498
Si, -0.2672, -0.1565, -0.0641
Si, 0.2605, -0.0568, -0.0737
Si, 0.3008, 0.1606, -0.2412
Si, -0.0875, -0.0893, -0.15
Si, 0.0218, 0.0975, -0.0839
Si, 0.1035, 0.2886, -0.0051
Si, -0.1081, 0.0849, -0.1166
Si, -0.0643, -0.0577, -0.0275
Si, -0.0119, 0.0408, 0.1438
Si, -0.1538, -0.0163, 0.086
Si, 0.0696, -0.0445, 0.1981
Si, -0.0526, 0.1207, 0.1155
Si, -0.006, -0.0707, 0.161
Si, -0.0172, -0.0417, 0.0642
Si, -0.0245, -0.0344, 0.2042
Si, -0.0343, -0.0312, -0.1475
Si, -0.0818, -0.0438, -0.0213
Si, 0.0659, -0.1266, 0.0081
Si, -0.0785, -0.0721, -0.0901
Si, 0.0588, 0.1143, -0.0916
Si, -0.0163, -0.0088, -0.1622
Si, 0.0243, 0.0813, -0.0392
Si, 0.0038, 0.0138, -0.1278
Si, 0.0127, -0.0179, -0.06
Si, -0.0818, -0.067, 0.0495
Si, 0.0008, 0.0445, -0.0377
Si, 0.0058, 0.0325, -0.07
Si, 0.0668, -0.0161, 0.0005
Si, 0.0637, 0.0014, 0.0166
Si, -0.0054, 0.025, -0.0809
Si, -0.0455, 0.0274, -0.0237
Si, 0.0175, -0.0234, -0.0544
Si, 0.0114, 0.0303, -0.0186
Si, -0.0154, -0.0255, -0.0285
Si, -0.0465, -0.0273, -0.0269
Si, 0.0129, 0.0025, -0.01
Si, -0.0232, -0.0047, -0.0618
Si, 0.0014, 0.0127, -0.0213
Si, 0.0278, 0.0068, -0.0646
Si, 0.0586, -0.0301, 0.0102
Si, -0.0112, 0.01, 0.0311
Si, 0.011, 0.0015, 0.022
Si, -0.0278, -0.0012, 0.0239
Si, -0.0033, 0.0383, 0.0214
Si, 0.0077, 0.0464, 0.0336
Si, 0.0178, -0.0366, 0.0208
Si, -0.0058, 0.0094, 0.0196
Si, -0.0437, 0.0073, 0.0271
Si, -0.0086, -0.0411, 0.088
Si, 0.0096, -0.0215, 0.0009
Si, -0.0241, 0.0019, 0.1376
Si, 0.002, -0.0129, 0.0391
Si, -0.0078, 0.0526, 0.0033
Si, -0.0091, -0.007, 0.0727
Si, 0.0296, -0.0156, -0.0301
Si, -0.0072, 0.0114, 0.1265
Si, -0.0306, -0.0606, 0.0667
Si, 0.0631, -0.0051, 0.1089
Si, 0.029, -0.0238, 0.0439
Si, 0.0357, 0.0453, 0.0854
Si, -0.1222, 0.1072, 0.067
Si, 0.0806, -0.0564, -0.0398
Si, 0.0021, -0.022, 0.0989
Si, -0.0468, -0.0331, -0.1653
Si, -0.0176, 0.0038, 0.015
Si, -0.011, -0.0774, -0.1331
Si, 0.0019, -0.019, -0.0169
Si, -0.0531, 0.023, -0.1419
Si, 0.0034, 0.142, -0.1785
Si, 0.0029, 0.0549, -0.1488
Si, 0.0364, -0.0228, -0.1831
Si, -0.0057, -0.1538, 0.0864
Si, -0.0153, 0.0755, 0.2234
Si, -0.0672, -0.0134, 0.181
Si, -0.0228, 0.0036, 0.1707
Si, -0.0295, 0.0791, 0.2574
Si, 0.0605, 0.021, 0.083
Si, 0.115, -0.0347, 0.1784
Si, 0.0095, 0.034, 0.1016
Si, 0.0236, -0.0278, 0.2258
Si, 0.1166, -0.0257, 0.0039
Si, 0.2999, 0.1725, -0.1674
Si, -0.1584, 0.1201, 0.2867
Si, -0.1276, 0.075, -0.0523
Si, 0.0161, 0.0178, 0.2049
Si, -0.1209, 0.0047, 0.2068
Si, -0.13, -0.3737, -0.1735
O, -0.2615, -0.1233, 0.1089
O, -0.0001, -0.0632, 0.006
O, 0.0012, 0.0009, -0.2648
O, 0.044, -0.0077, -0.2855
O, 0.0072, -0.0819, 0.0337
O, -0.0984, -0.1467, 0.2604
O, 0.1205, -0.0787, -0.3068
O, -0.0658, 0.0591, -0.4709
O, -0.0303, 0.019, -0.1639
O, -0.0663, 0.0703, -0.0446
O, -0.1099, 0.0243, -0.0706
O, 0.1481, -0.0644, 0.0925
O, -0.0461, -0.1046, -0.0468
O, 0.0247, 0.0346, 0.0247
O, 0.0905, -0.1039, -0.2019
O, 0.0101, 0.0465, -0.0355
O, -0.1697, -0.0117, 0.3109
O, 0.1503, -0.1535, 0.3726
O, 0.1022, -0.0896, 0.5822
O, -0.1934, 0.2253, 0.127
O, 0.0938, -0.0013, 0.2751
O, -0.0544, -0.1928, 0.4913
O, 0.0562, 0.0266, 0.1163
O, 0.0329, -0.0145, 0.1148
Si, -0.2588, -0.0285, 0.0629
Si, 0.0889, 0.0615, -0.3273
Si, -0.07, 0.1245, -0.1039
Si, 0.021, 0.0831, -0.197
Si, -0.0456, -0.0719, 0.1522
Si, -0.0175, 0.1218, 0.0749
Si, -0.0508, -0.0666, -0.0878
Si, -0.0038, -0.0616, 0.121
Si, -0.0042, 0.0277, 0.0526
Si, 0.0103, -0.0298, -0.1709
Si, -0.0213, -0.0438, -0.1815
Si, 0.0552, -0.0987, -0.0925
Si, -0.2637, -0.0807, -0.4421
Si, 0.1336, -0.0215, 0.1481
Si, 0.0482, -0.0904, 0.0109
Si, -0.187, -0.1947, 0.1323
Si, 0.0764, -0.0613, 0.039
Si, -0.0873, 0.2212, 0.1562
Si, 0.1105, 0.1379, 0.0769
Si, -0.0239, 0.1635, 0.1211
Si, 0.0272, -0.0026, -0.0368
Si, 0.0413, 0.03, 0.0958
Si, 0.0404, -0.0552, -0.4442
Si, 0.0476, -0.1014, 0.0946
Si, -0.0299, 0.0127, 0.0934
Si, 0.0774, -0.2373, -0.2153
Si, 0.1768, -0.0754, -0.1643
Si, 0.0215, 0.0313, 0.1536
Si, 0.011, -0.1147, -0.0852
Si, -0.2522, 0.1164, 0.0745
Si, -0.0729, -0.0346, -0.0092
Si, 0.0013, -0.0141, 0.1423
Si, -0.0316, -0.1114, -0.3076
Si, -0.056, 0.1602, 0.0924
Si, -0.0553, 0.0015, 0.1512
Si, 0.04, 0.1116, 0.0786
Si, 0.1189, -0.0589, -0.2658
O, -0.0354, -0.042, -0.2032
O, 0.0179, -0.0007, -0.0598
O, 0.0034, -0.0189, -0.017
O, -0.018, -0.0607, 0.1149
O, 0.0958, -0.0328, 0.0856
O, 0.0185, 0.0354, 0.0474
O, 0.0108, 0.0603, 0.0455
O, 0.0072, -0.0553, -0.0202
O, 0.0306, -0.022, 0.0054
O, 0.019, -0.0285, 0.0051
O, 0.0794, 0.0289, 0.0628
O, 0.0137, 0.0651, -0.0205
O, 0.0221, -0.0585, 0.0384
O, -0.0045, 0.0989, 0.0611
O, 0.071, -0.0651, -0.0182
O, -0.0349, 0.0453, -0.0349
O, -0.0173, 0.0738, 0.1041
O, -0.0705, 0.0543, 0.1268
O, 0.0582, 0.0072, -0.0705
O, 0.0273, -0.0092, 0.0693
O, 0.0373, 0.019, -0.0853
O, -0.0245, 0.0559, -0.07
O, -0.0031, -0.0249, 0.0362
O, -0.0267, -0.0102, 0.0768
O, -0.0287, 0.0482, -0.0674
O, 0.0274, 0.0661, -0.0073
O, -0.0064, -0.0259, -0.0071
O, 0.0837, -0.0654, -0.2566
O, -0.0233, 0.0423, 0.0883
O, -0.0097, 0.0499, 0.0756
O, 0.0258, -0.0842, -0.2599
O, -0.0058, 0.053, -0.016
O, 0.0199, -0.0341, -0.0879
O, -0.0362, -0.0309, -0.0698
O, 0.0609, 0.0019, 0.0312
O, 0.0632, 0.1532, 0.2144
O, 0.088, 0.0472, 0.0837
O, -0.0097, -0.047, -0.0293
O, -0.0269, 0.0753, 0.0269
O, 0.0354, 0.0424, -0.0154
O, -0.0476, 0.0089, -0.0615
O, -0.0208, -0.0063, -0.1739
O, 0.0462, -0.0485, 0.0618
O, -0.0308, 0.0299, 0.0151
O, 0.0029, 0.0457, 0.0072
O, -0.0483, -0.0265, 0.0266
O, 0.0934, 0.123, -0.0082
O, -0.0814, 0.0017, -0.0176
O, -0.0089, 0.0275, 0.0538
O, -0.0123, -0.0215, -0.0188
O, -0.0342, -0.0299, -0.05
O, 0.003, 0.0329, 0.1082
O, 0.09, -0.0584, 0.0112
O, -0.052, -0.0501, 0.0728
O, 0.0244, 0.0273, 0.0244
O, -0.0061, -0.0283, -0.0179
O, 0.0266, -0.059, 0.2375
O, -0.0529, 0.0326, 0.0828
O, -0.0325, -0.1243, -0.0855
O, 0.0807, -0.1123, 0.0151
O, -0.0587, 0.0166, 0.0423
O, 0.0452, -0.0962, 0.0303
O, -0.0401, 0.0247, -0.1217
O, 0.1327, 0.0254, -0.2389
O, -0.0181, -0.0021, 0.0327
O, -0.0244, 0.0253, 0.0745
O, -0.0024, -0.0297, -0.0417
O, -0.0242, 0.0197, -0.0505
O, 0.0362, -0.1156, 0.0061
O, 0.0779, 0.0401, 0.3807

The program warned: the cutoff lies below the one the program advises for these potential files; the exchange-correlation potential is rough where the density is thin.
